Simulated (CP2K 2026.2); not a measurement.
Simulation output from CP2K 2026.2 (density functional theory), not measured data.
Periodic cell of 513 atoms, Si351O162, from a study of silicon, its oxide and their interface. The atomic structure is a simulated model.
Doubt: the forces sum to 3.42 eV/angstrom along one axis rather than to zero, so they err by at least 0.0067 eV/angstrom per atom on average; the grid cutoff is modest.

Settings
functional: PBE
method: Gaussian and plane waves
basis set: DZVP-MOLOPT-SR-GTH
pseudopotentials: GTH-PBE
grid cutoff: 300 Ry, relative cutoff 40 Ry
k points: Gamma only
occupations: fixed
spin: none
net charge: 0

Cell vectors (angstrom)
a 16.407 0 0
b 0 16.407 0
c 0.1029 0.1526 34.3939

Atoms and the computed forces on them: element, x, y, z (angstrom), force x, y, z (eV/angstrom)
Si 0.427 16.177 0.181 -0.086 0.013 0.206
Si 2.58 3.033 0.004 0.094 -0.118 0.19
Si 0.278 5.279 0.05 -0.129 0.146 0.187
Si 2.744 8.682 34.289 0.037 -0.075 0.23
Si 0.535 10.975 34.376 -0.095 -0.005 0.191
Si 2.721 13.982 0.222 0.045 -0.093 0.206
Si 5.966 15.809 0.12 -0.041 0.145 0.194
Si 7.822 3.025 0.195 0.102 -0.04 0.19
Si 5.65 5.342 0.181 -0.042 0.089 0.207
Si 8.055 8.602 0.521 -0.07 -0.029 0.127
Si 5.965 10.877 34.345 -0.043 0.082 0.197
Si 8.286 13.71 0.545 -0.004 0.01 0.079
Si 11.291 16.078 0.082 0.018 0.02 0.173
Si 13.426 3.145 0.142 0.041 -0.095 0.2
Si 11.099 5.336 0.106 -0.084 0.1 0.207
Si 13.543 8.281 0.034 0.021 0.025 0.186
Si 10.353 11.448 0.112 0.088 -0.051 0.252
Si 13.527 13.867 34.388 0.065 0.02 0.14
Si 1.508 1.424 1.436 -0.01 0.008 -0.053
Si 4.114 4.122 1.447 -0.004 0.008 -0.051
Si 1.448 6.942 1.266 0.002 -0.015 -0.051
Si 4.197 9.649 1.3 -0.013 -0.005 -0.054
Si 1.529 12.324 1.415 0.002 0.014 -0.049
Si 4.26 15.06 1.606 0.004 -0.018 -0.06
Si 6.798 1.303 1.391 0.014 -0.019 -0.045
Si 9.54 4.131 1.406 -0.012 0.005 -0.056
Si 6.81 6.906 1.523 0.006 0.01 -0.051
Si 9.51 9.891 1.724 -0.038 0.005 -0.056
Si 6.795 12.276 1.57 0.009 0.011 -0.034
Si 9.747 15.129 1.62 -0.011 -0.029 -0.045
Si 12.38 1.375 1.346 0.001 0.02 -0.053
Si 15.053 4.244 1.426 0.005 0.001 -0.054
Si 12.188 6.982 1.455 0.003 -0.009 -0.049
Si 15.111 9.641 1.225 -0.008 0.009 -0.049
Si 12.176 12.346 1.41 -0.01 0.006 -0.066
Si 15.08 14.983 1.256 0.015 0 -0.033
Si 0.031 2.792 2.742 -0.011 -0.01 0.025
Si 2.863 0.102 2.854 0 0.015 0.027
Si 0.036 8.271 2.671 -0.01 -0.007 0.009
Si 2.756 5.571 2.741 0.007 0.005 0.015
Si 0.043 13.676 2.709 -0.004 -0.005 0.013
Si 2.874 10.98 2.782 -0.003 0.012 0.002
Si 5.445 2.69 2.797 -0.002 -0.003 0.02
Si 8.266 0.097 2.836 0.006 0.016 0.026
Si 5.433 8.282 2.826 0.008 -0.021 0.005
Si 8.232 5.527 2.82 0.009 0.004 0.009
Si 5.49 13.641 2.961 -0.022 -0.014 0.016
Si 8.133 11.101 3.095 0.012 -0.015 0.008
Si 10.948 2.733 2.734 -0.009 -0.009 0.013
Si 13.784 0.018 2.705 0.004 -0.001 0.008
Si 10.898 8.348 2.863 0.005 0 0.007
Si 13.671 5.624 2.776 0.002 0.009 0.025
Si 11.012 13.707 2.955 0.008 0.012 0.011
Si 13.689 10.968 2.657 -0.006 0.003 0.002
Si 1.383 4.187 4.108 0 0.001 0.007
Si 4.138 1.436 4.279 -0.002 0.001 -0.012
Si 1.416 9.614 4.083 -0.002 -0.003 -0.002
Si 4.092 6.897 4.179 -0.002 0.007 -0.004
Si 1.407 15.08 4.098 0.003 -0.002 -0.004
Si 4.121 12.306 4.286 0.004 0 -0.001
Si 6.85 4.115 4.129 -0.001 0.002 -0.002
Si 9.611 1.453 4.206 -0.002 0.001 -0.002
Si 6.795 9.599 4.279 0.005 0.008 -0.002
Si 9.569 6.914 4.199 -0.009 -0.001 0.005
Si 6.909 15.088 4.2 0.004 -0.005 0.002
Si 9.595 12.432 4.343 -0.006 0.004 -0.002
Si 12.324 4.156 4.089 -0.002 -0.004 0.001
Si 15.101 1.402 4.118 -0.006 -0.006 -0.003
Si 12.369 9.651 4.154 0.001 -0.007 0.003
Si 15.083 6.946 4.126 0.002 -0.003 -0.003
Si 12.421 15.12 4.181 -0.005 -0.011 -0.002
Si 15.056 12.337 4.082 0.003 0.002 -0.005
Si 0.056 0.044 5.499 -0.002 0.004 -0.003
Si 2.736 2.838 5.542 0.004 -0.004 0.002
Si 0.021 5.543 5.493 -0.003 -0.001 0.004
Si 2.729 8.263 5.534 -0.001 -0.006 -0.006
Si 0.034 10.985 5.466 -0.005 -0.001 -0.009
Si 2.732 13.73 5.545 0.001 -0.002 0
Si 5.528 0.045 5.575 -0.003 -0.001 -0.002
Si 8.228 2.811 5.552 0.001 -0.002 -0.003
Si 5.491 5.509 5.508 0 -0.001 -0.007
Si 8.207 8.243 5.594 -0.002 -0.001 -0.002
Si 5.475 10.968 5.655 -0.009 -0.006 0.001
Si 8.238 13.793 5.66 0.004 0.002 0.002
Si 11 0.065 5.534 -0.003 0.001 -0.005
Si 13.704 2.788 5.469 0.003 -0.001 -0.004
Si 10.974 5.523 5.506 0 0.005 -0.003
Si 13.724 8.286 5.526 -0.001 0 -0.001
Si 10.996 10.993 5.569 0 0.002 0.002
Si 13.753 13.718 5.525 0.002 0.003 -0.006
Si 1.39 1.43 6.89 0.002 -0.001 -0.003
Si 4.123 4.176 6.909 -0.002 0.001 -0.002
Si 1.376 6.891 6.897 0.001 0.002 -0.001
Si 4.087 9.6 6.957 0.002 0.002 0.003
Si 1.368 12.352 6.893 -0.004 0.004 -0.003
Si 4.125 15.09 6.912 0.002 -0.001 -0.003
Si 6.883 1.431 6.931 0.001 0 -0.001
Si 9.601 4.181 6.904 -0.004 0.002 0
Si 6.843 6.863 6.925 0.001 -0.002 0.001
Si 9.609 9.623 6.924 -0.001 -0.001 -0.001
Si 6.865 12.371 6.966 0.003 -0.002 0.001
Si 9.637 15.148 6.962 -0.003 0 0.003
Si 12.353 1.445 6.889 -0.004 -0.003 -0.001
Si 15.063 4.162 6.857 -0.001 -0.003 -0.004
Si 12.347 6.895 6.877 0.002 -0.002 -0.003
Si 15.089 9.646 6.889 0 -0.001 -0.001
Si 12.361 12.377 6.912 -0.001 0.001 -0.001
Si 15.104 15.092 6.894 0.002 -0.004 0.001
Si 16.423 2.799 8.249 -0.002 -0.001 0
Si 2.764 0.069 8.27 0 -0.001 0.001
Si 16.431 8.267 8.266 0 -0.001 -0.001
Si 2.757 5.54 8.275 0.001 -0.001 0
Si 0.033 13.725 8.283 -0.002 -0.001 0
Si 2.733 10.997 8.29 0.001 -0.001 -0.002
Si 5.495 2.8 8.277 0.001 -0.003 -0.001
Si 8.252 0.089 8.313 0.003 0 0.002
Si 5.481 8.237 8.296 -0.005 -0.003 0
Si 8.231 5.526 8.292 -0.001 0.003 0.002
Si 5.483 13.737 8.304 -0.002 -0.002 0
Si 8.247 10.996 8.301 -0.002 0.001 0.001
Si 10.973 2.806 8.262 -0.003 0 -0.003
Si 13.716 0.058 8.253 -0.001 0.003 -0.003
Si 10.979 8.249 8.274 -0.001 0 -0.001
Si 13.707 5.525 8.251 -0.001 -0.001 0
Si 10.992 13.74 8.288 0 0.002 0.001
Si 13.719 11.003 8.275 -0.002 0.002 -0.002
Si 1.39 4.16 9.627 0 -0.002 -0.001
Si 4.13 1.432 9.648 -0.001 0 0
Si 1.383 9.621 9.654 -0.002 0.001 0
Si 4.118 6.887 9.669 0.001 0 0.002
Si 1.407 15.095 9.642 0.002 -0.001 -0.001
Si 4.119 12.359 9.655 0 0.002 0.001
Si 6.86 4.162 9.655 -0.001 -0.001 -0.001
Si 9.615 1.456 9.661 -0.003 0 0.001
Si 6.861 9.619 9.648 0.002 0.001 0.002
Si 9.602 6.9 9.652 0.001 0 0
Si 6.866 15.113 9.651 -0.003 0 0.001
Si 9.615 12.376 9.654 0 -0.003 0.001
Si 12.335 4.17 9.633 -0.001 0 -0.001
Si 15.07 1.43 9.629 0.001 -0.003 -0.003
Si 12.344 9.629 9.641 0 0 -0.001
Si 15.065 6.899 9.628 -0.001 0 -0.001
Si 12.353 15.109 9.648 -0.002 -0.002 0
Si 15.068 12.367 9.655 -0.002 0.001 -0.002
Si 0.033 0.062 11 -0.002 0 -0.002
Si 2.759 2.802 11.011 -0.001 -0.002 0.001
Si 0.036 5.542 10.995 0 0 -0.002
Si 2.76 8.265 11.028 0.001 0.001 0.002
Si 16.427 10.988 11.014 -0.001 -0.002 -0.002
Si 2.769 13.73 11.025 0.001 0.001 0.001
Si 5.502 0.07 11.023 0 -0.003 0.002
Si 8.234 2.809 11.022 0 0.001 0
Si 5.49 5.523 11.032 -0.002 -0.001 0.003
Si 8.23 8.263 11.025 -0.003 -0.001 0
Si 5.494 10.99 11.018 -0.003 -0.001 0.001
Si 8.23 13.739 11.012 0 0.002 -0.002
Si 10.975 0.07 11.012 0 0.001 0.001
Si 13.696 2.793 10.998 -0.002 -0.001 -0.002
Si 10.971 5.533 11.016 -0.002 0 0.001
Si 13.706 8.259 11.016 0 -0.001 0.002
Si 10.972 10.999 11.016 -0.001 0.003 0.001
Si 13.705 13.735 11.025 0 -0.001 0.001
Si 1.403 1.421 12.373 0 -0.002 0
Si 4.112 4.168 12.402 0 -0.001 0.001
Si 1.4 6.893 12.394 -0.003 0.001 0.003
Si 4.126 9.632 12.396 0.002 -0.001 0.005
Si 1.395 12.345 12.37 -0.001 0 -0.003
Si 4.148 15.092 12.391 -0.003 0.001 0.004
Si 6.858 1.455 12.389 -0.001 0 0
Si 9.599 4.172 12.385 0 -0.002 -0.001
Si 6.86 6.894 12.395 0.002 0.001 0.003
Si 9.59 9.646 12.389 0 -0.001 0.001
Si 6.871 12.36 12.379 0.001 -0.001 -0.001
Si 9.584 15.122 12.373 0 0.001 0
Si 12.337 1.428 12.386 0.001 -0.001 0.002
Si 15.066 4.176 12.342 0 -0.001 -0.004
Si 12.332 6.902 12.39 -0.001 0 0.002
Si 15.078 9.619 12.393 0 0.004 0.002
Si 12.333 12.363 12.391 -0.002 -0.002 0.002
Si 15.079 15.106 12.379 0.001 -0.001 -0.001
Si 16.432 2.817 13.699 -0.004 0.001 -0.003
Si 2.781 16.463 13.749 0.002 0 0.003
Si 0.048 8.259 13.773 -0.002 -0.001 0.003
Si 2.761 5.542 13.791 -0.002 -0.002 0.004
Si 0.046 13.723 13.722 -0.001 -0.002 -0.002
Si 2.741 10.986 13.763 -0.003 0.002 0.001
Si 5.484 2.812 13.768 -0.005 0.001 0.001
Si 8.22 0.091 13.75 -0.003 0.005 0
Si 5.494 8.266 13.765 0 0.001 0.004
Si 8.227 5.523 13.76 0.003 -0.005 0
Si 5.512 13.71 13.761 0.006 -0.002 0.001
Si 8.218 11.003 13.776 0.001 0.003 -0.001
Si 10.967 2.804 13.746 -0.001 -0.001 0.002
Si 13.706 16.463 13.753 0.002 -0.003 0.003
Si 10.955 8.28 13.748 -0.004 0.002 0.003
Si 13.717 5.527 13.739 0.002 0.001 0
Si 10.937 13.741 13.729 -0.004 0.001 0.001
Si 13.709 10.984 13.754 0.001 -0.004 0.003
Si 1.367 4.15 15.115 -0.005 -0.002 0.002
Si 4.133 1.428 15.136 0.001 -0.002 0.003
Si 1.415 9.606 15.177 0 0.003 0.006
Si 4.133 6.927 15.166 0.001 0.005 0
Si 1.429 15.06 15.092 -0.002 -0.006 0.002
Si 4.119 12.339 15.116 -0.003 -0.008 -0.001
Si 6.834 4.192 15.147 -0.002 0 0
Si 9.578 1.47 15.124 0.01 0 0.001
Si 6.838 9.636 15.149 0.001 0.001 0.006
Si 9.585 6.908 15.107 0.002 -0.004 -0.003
Si 6.866 15.112 15.111 0 0.005 -0.001
Si 9.59 12.386 15.13 -0.001 -0.003 0.001
Si 12.347 4.166 15.103 -0.004 -0.005 0
Si 15.086 1.464 15.072 0.005 0.004 -0.002
Si 12.342 9.617 15.129 0 -0.001 0.001
Si 15.089 6.88 15.122 -0.003 0.004 0.001
Si 12.305 15.086 15.097 -0.005 0.004 -0.003
Si 15.094 12.364 15.089 -0.002 0.005 0
Si 0.072 0.079 16.369 -0.008 0 0.001
Si 2.742 2.8 16.478 -0.008 -0.009 0.005
Si 16.434 5.513 16.518 -0.001 0 -0.005
Si 2.786 8.254 16.605 0.006 0.005 0.01
Si 16.438 11.007 16.491 -0.007 -0.006 -0.001
Si 2.799 13.715 16.506 0.001 -0.001 -0.001
Si 5.48 16.434 16.505 0.008 0.007 0.003
Si 8.184 2.819 16.507 -0.001 0.014 -0.001
Si 5.511 5.597 16.55 -0.006 -0.011 0.006
Si 8.208 8.252 16.494 0 -0.004 -0.005
Si 5.396 10.937 16.526 0.001 0.005 0.005
Si 8.229 13.774 16.497 -0.006 0.004 -0.003
Si 10.955 0.084 16.455 -0.015 -0.01 0.005
Si 13.718 2.802 16.476 0.007 0.002 -0.004
Si 10.991 5.564 16.442 0 0.005 0.007
Si 13.712 8.221 16.489 -0.004 -0.01 0.009
Si 10.995 11.027 16.475 0.003 0.01 -0.001
Si 13.684 13.694 16.43 0.004 0.001 -0.002
Si 1.436 1.347 17.822 -0.007 -0.005 -0.015
Si 4.087 4.211 17.826 0.009 -0.005 -0.014
Si 1.428 6.817 17.923 -0.003 -0.001 -0.014
Si 4.102 9.601 18.097 -0.005 0.002 -0.006
Si 1.439 12.337 17.855 0.008 -0.007 -0.013
Si 4.105 15.102 17.934 -0.003 0.006 0.001
Si 6.856 1.367 17.865 0.003 -0.011 -0.017
Si 9.546 4.296 17.777 -0.007 -0.003 -0.031
Si 6.829 7.008 17.989 0 0 -0.005
Si 9.617 9.627 17.771 -0.002 -0.008 -0.011
Si 6.721 12.428 17.743 0.007 -0.012 -0.028
Si 9.664 15.118 17.871 0.008 0 -0.009
Si 12.316 1.455 17.818 -0.004 -0.002 -0.016
Si 15.053 4.158 17.887 -0.008 0.009 -0.006
Si 12.371 6.844 17.89 0.006 -0.01 -0.015
Si 15.072 9.607 17.829 -0.009 0.005 0
Si 12.432 12.29 17.893 -0.002 0.005 -0.007
Si 15.012 15.197 17.645 0.009 -0.001 -0.028
Si 16.464 2.735 19.107 0.016 -0.004 0.061
Si 2.767 16.453 19.363 -0.024 0.015 0.033
Si 16.419 8.23 19.158 0.001 -0.022 0.05
Si 2.807 5.488 19.372 -0.012 -0.012 0.044
Si 16.414 13.847 18.9 -0.031 -0.003 0.061
Si 2.618 10.976 19.442 0.009 -0.01 0.058
Si 5.411 2.78 19.097 0.013 0.01 0.045
Si 8.243 16.408 19.278 -0.005 0.001 0.027
Si 5.531 8.258 19.604 -0.02 0.035 0.026
Si 8.289 5.712 19.272 0.02 -0.03 0.045
Si 5.384 13.681 19.311 0.024 -0.016 0.036
Si 8.126 11.01 18.917 -0.004 0.032 0.053
Si 10.904 2.887 19.048 -0.019 0.011 0.047
Si 13.727 0.113 19.154 0.026 -0.001 0.066
Si 11.031 8.337 19.165 -0.003 -0.007 0.078
Si 13.701 5.439 19.376 -0.018 0.023 0.041
Si 11.154 13.787 19.196 -0.007 -0.02 0.03
Si 13.737 10.834 19.346 0.028 0.009 0.025
Si 1.627 3.771 20.473 0.008 0.099 -0.227
Si 3.971 1.689 20.632 0.029 -0.024 -0.199
Si 1.488 9.236 20.693 -0.072 0.161 -0.161
Si 3.859 6.998 20.947 0.128 -0.108 -0.151
Si 0.95 15.352 20.438 0.116 -0.055 -0.195
Si 4.177 12.163 20.77 -0.098 0.072 -0.17
Si 7.035 3.996 20.224 -0.073 0.09 -0.178
Si 9.364 1.744 20.387 0.076 -0.148 -0.146
Si 6.675 10.151 20.587 0.076 -0.132 -0.215
Si 9.881 6.967 20.646 -0.136 0.064 -0.182
Si 7.167 14.663 20.486 -0.106 0.152 -0.156
Si 9.49 12.47 20.083 0.077 -0.052 -0.181
Si 11.86 4.433 20.545 0.167 -0.092 -0.172
Si 15.241 1.318 20.513 -0.057 0.07 -0.2
Si 12.587 9.191 20.752 -0.062 0.139 -0.236
Si 14.951 7.075 20.539 -0.008 -0.077 -0.209
Si 12.895 14.805 20.534 -0.163 0.09 -0.152
Si 15.092 12.503 20.246 0.047 -0.092 -0.164
Si 3.832 13.176 26.437 0.066 -0.052 0.027
Si 7.01 4.973 25.785 0.043 0.032 0.025
Si 15.261 3.981 24.955 0.078 -0.107 0.079
Si 1.582 9.349 23.695 -0.105 -0.017 -0.027
Si 0.182 13.369 22.594 0.019 0.022 0
Si 2.759 12.178 23.619 0.003 0.112 -0.069
Si 9.296 16.096 25.044 -0.029 0.061 -0.014
Si 2.942 6.576 23.879 0.132 -0.062 -0.038
Si 6.993 4.818 29.955 -0.003 0.033 0.048
Si 8.798 11.171 22.556 -0.005 0.03 -0.004
Si 10.501 8.845 23.079 0.011 -0.058 -0.061
Si 14.542 1.544 23.512 0.035 0.042 0
Si 10.353 3.096 22.733 0.015 -0.044 0.009
Si 11.097 8.886 26.056 -0.02 -0.036 -0.032
Si 14.086 15.121 23.336 0.005 -0.03 -0.064
Si 13.784 10.103 26.895 -0.035 0.035 0.03
Si 15.196 12.631 26.852 -0.047 -0.049 -0.051
Si 5.51 1.437 23.429 -0.008 0 -0.025
Si 4.209 5.366 26.665 -0.01 0.007 0.065
Si 5.142 2.719 25.904 -0.067 0.032 0.082
Si 5.824 15.147 25.296 -0.079 -0.027 -0.022
Si 13.366 14.85 26.143 -0.085 -0.013 0.023
Si 9.764 15.904 29.382 -0.027 0.05 -0.002
Si 9.083 4.674 27.772 0.06 0.117 0.127
Si 7.599 14.037 23.382 0.029 -0.053 -0.026
Si 12.337 11.218 29.507 0.008 0.06 -0.08
Si 7.379 3.91 23.02 -0.03 -0.057 0.099
Si 13.29 4.861 26.583 -0.161 -0.009 -0.071
Si 14.304 6.913 29.525 -0.024 0.043 -0.05
Si 14.291 13.537 29.651 -0.053 0.079 -0.01
Si 4.488 11.058 28.801 -0.029 0.072 -0.033
Si 0.193 1.036 31.612 0.062 0.037 -0.022
Si 7.068 0.734 26.714 0.038 -0.021 0.056
Si 1.289 13.081 27.967 0.01 0.029 -0.042
Si 3.979 5.189 29.79 0.075 -0.05 -0.069
Si 0.154 8.823 26.363 -0.016 -0.01 -0.019
Si 9.864 7.429 32.632 -0.006 0.015 0.006
Si 3.861 0.136 29.983 0.019 -0.015 -0.061
Si 10.495 14.079 27.18 0.039 0.016 -0.007
Si 0.221 5.433 22.67 0.026 0.032 -0.038
Si 11.59 1.622 24.843 0.007 0.007 0.073
Si 7.286 10.444 29.44 -0.003 0.003 0.046
Si 11.717 9.805 32.29 -0.055 -0.015 0.065
Si 15.69 6.065 26.948 0.035 0.012 -0.049
Si 10.782 2.067 27.776 0.027 -0.035 0.031
Si 9.787 11.172 27.663 0.069 -0.038 0.028
Si 13.364 2.881 28.979 0.01 0.036 -0.087
Si 1.656 10.181 28.799 -0.045 -0.017 0.013
Si 2.723 2.762 31.3 -0.002 0.017 0.027
Si 7.001 0.563 29.612 -0.08 0.001 -0.004
Si 15.684 9.342 30.727 -0.026 0.043 -0.064
Si 4.58 7.18 32.134 -0.007 -0.009 0.046
Si 14.636 16.417 28.295 0.036 -0.08 -0.038
Si 4.611 14.706 32.25 0.005 0.025 0.031
Si 8.266 2.602 31.577 0.025 0.034 -0.065
Si 10.865 1.007 31.704 -0.063 0.074 -0.005
Si 7.293 7.707 30.871 -0.05 0.064 -0.008
Si 5.71 12.092 31.368 0.014 -0.038 -0.035
Si 11.444 6.409 27.968 0.052 -0.046 0.057
Si 13.835 2.276 31.653 -0.011 0.073 0.076
Si 1.055 15.856 29.169 0.086 0.084 -0.08
Si 15.255 6.891 32.328 0.013 -0.017 -0.02
Si 15.157 12.172 32.148 -0.003 -0.038 0.038
O 0.171 0.687 33.184 0.112 0.182 -0.183
O 16.283 0.133 28.23 0.094 0.045 -0.072
O 3.234 2.866 32.866 -0.097 0.083 -0.003
O 3.648 1.613 30.618 0.122 -0.001 -0.109
O 1.469 4.252 34.141 -0.025 0.003 -0.437
O 16.352 5.848 32.902 -0.063 0.005 -0.194
O 1.621 9.83 33.838 0.19 -0.169 -0.234
O 3.473 8.118 32.897 -0.015 -0.05 -0.258
O 0.716 9.586 29.989 0.174 0.274 0.166
O 16.479 11.911 33.078 0.261 0.013 -0.268
O 3.665 13.788 33.231 -0.07 0.122 0.096
O 1.652 15.197 34.157 -0.015 -0.046 -0.046
O 3.689 15.341 31.073 -0.274 -0.027 -0.133
O 5.293 15.983 33.041 -0.056 0.364 0.089
O 10.089 0.703 28.315 0.01 -0.009 -0.252
O 8.248 2.416 33.18 -0.108 -0.088 -0.124
O 6.899 4.394 34.151 0.046 0.017 -0.108
O 5.052 6.013 33.177 -0.211 -0.228 -0.135
O 9.361 8.109 34.005 0.296 -0.216 0.096
O 10.622 6.044 33.043 -0.137 0.078 -0.089
O 7.138 9.737 34.045 -0.126 -0.189 -0.345
O 5.495 11.38 32.839 -0.259 -0.198 0.118
O 9.374 12.804 34.079 0.207 0.113 0.165
O 7.35 14.94 34.178 0.041 -0.1 0.117
O 10.676 16.143 30.706 0.069 -0.07 -0.054
O 12.482 15.09 33.883 0.173 0.129 0.275
O 10.554 0.481 33.219 -0.023 0.172 0.058
O 14.216 2.888 33.1 0.288 -0.077 -0.11
O 12.339 4.363 34.109 -0.295 -0.246 -0.078
O 14.234 7.152 33.569 -0.076 0.001 -0.134
O 10.789 10.907 33.048 -0.424 -0.062 -0.007
O 12.923 9.438 33.333 0.378 0.265 0.131
O 14.008 12.777 33.195 -0.002 -0.043 -0.034
O 15.484 4.986 23.713 -0.214 0.21 -0.215
O 0.662 4.193 21.731 -0.03 -0.073 0.026
O 2.781 2.749 21.094 0.208 -0.137 0.388
O 4.775 1.183 21.992 0.347 -0.048 -0.127
O 2.627 10.574 23.632 0.137 -0.042 -0.361
O 0.841 9.351 22.224 -0.193 0.035 -0.017
O 3.952 6.462 22.548 0.278 0.103 0.031
O 2.744 8.204 20.966 -0.036 0.036 -0.099
O 3.55 12.507 24.989 -0.08 -0.091 -0.01
O 1.105 14.492 21.833 0.013 0.012 0.161
O 5.396 11.089 21.049 -0.008 0.038 -0.035
O 3.578 12.634 22.256 0.054 0.156 0.008
O 6.543 4.472 21.729 -0.187 0.099 -0.058
O 6.902 2.331 23.263 0.155 -0.137 -0.011
O 8.067 2.745 20.504 0.05 -0.075 0.304
O 9.989 1.693 21.927 0.077 -0.124 0.121
O 11.04 7.796 27.261 -0.241 -0.002 -0.054
O 7.608 10.218 21.947 0.267 -0.154 0.28
O 9.695 7.752 22.12 0.042 0.008 0.127
O 10.091 5.706 28.594 0.098 -0.148 -0.129
O 8.44 13.635 20.56 0.078 0.125 -0.211
O 6.809 14.685 22.092 -0.112 0.008 -0.203
O 12.592 9.522 25.984 -0.096 -0.229 -0.097
O 9.91 11.625 21.436 0.137 -0.055 -0.088
O 11.01 5.804 20.876 -0.002 0.097 0.037
O 11.708 3.713 22.031 0.111 0.072 0.223
O 14.631 1.973 21.919 -0.033 0.233 -0.055
O 16.336 0.15 20.914 0.035 0.091 0.125
O 13.837 13.472 20.694 -0.082 0.068 0.293
O 11.816 9.36 22.218 0.044 0.225 0.149
O 15.937 6.602 21.778 -0.073 -0.184 0.123
O 13.8 8.12 21.112 0.313 -0.088 0.103
O 14.344 11.447 26.168 -0.026 -0.027 -0.08
O 13.047 15.374 22.083 -0.16 0.316 0.117
O 16.081 12.192 21.552 0.175 -0.037 0.147
O 14.739 14.001 26.185 0.299 -0.148 -0.153
O 1.232 12.776 23.682 0.162 0.002 0.336
O 0.39 12.534 26.703 0.007 -0.107 -0.134
O 13.643 3.986 25.274 -0.07 -0.052 -0.112
O 3.451 5.999 25.341 -0.074 0.216 -0.106
O 1.539 5.853 23.501 -0.278 -0.212 0.126
O 16.096 4.583 26.274 0.397 -0.032 -0.007
O 2.584 8.134 24.086 0.212 0.088 0.025
O 0.423 9.391 24.856 0.097 0.379 -0.166
O 3.272 9.953 28.867 0.083 0.159 -0.215
O 15.037 9.07 26.886 -0.064 -0.225 -0.067
O 4.529 14.597 26.075 0.192 0.3 0.195
O 4.069 3.722 26.593 -0.06 -0.122 -0.227
O 5.684 16.386 24.19 0.114 0.013 -0.168
O 10.686 0.314 24.49 0.031 -0.129 -0.355
O 8.326 0.916 25.639 0.043 0.206 -0.17
O 7.044 5.039 24.161 -0.098 0.065 -0.041
O 6.631 3.403 26.044 0.18 -0.169 0.34
O 10.033 10.022 26.535 -0.209 0.155 0.116
O 8.463 5.367 26.414 0.047 0.196 -0.216
O 9.609 10.151 23.518 0.202 -0.111 0.001
O 6.452 13.866 24.52 -0.02 -0.088 0.312
O 8.239 12.539 23.244 0.078 -0.067 -0.063
O 13.014 1.557 24.074 -0.051 0.215 0.029
O 13.273 10.456 28.401 0.217 -0.244 0.008
O 10.75 2.893 24.285 -0.174 0.2 -0.02
O 13.03 14.957 24.568 -0.398 0.19 -0.194
O 10.837 8.234 24.571 -0.093 -0.344 -0.147
O 11.767 5.325 26.767 -0.255 -0.232 -0.327
O 13.846 16.228 26.868 -0.075 0.364 -0.331
O 10.836 11.188 28.905 -0.032 -0.138 0.293
O 2.547 13.729 27.223 -0.104 -0.182 0.141
O 14.655 8.518 29.732 0.173 0.105 -0.39
O 2.626 16.307 28.893 -0.029 0.029 -0.205
O 13.74 3.407 30.477 0.364 0.275 -0.029
O 4.595 2.414 24.389 -0.062 -0.04 -0.108
O 8.165 15.817 29.778 0.073 -0.162 0.282
O 5.783 5.83 26.463 0.148 0.268 0.056
O 3.705 5.688 28.217 0.15 0.082 -0.118
O 4.513 11.821 30.266 -0.149 -0.078 0.123
O 6.983 6.443 29.907 0.201 -0.088 -0.173
O 6.825 15.535 26.536 0.049 -0.203 0.397
O 10.218 14.488 28.732 -0.057 -0.048 0.246
O 12.109 14.148 26.896 0.1 -0.003 0.189
O 9.679 15.091 26.246 -0.193 -0.099 0.195
O 9.815 2.18 31.207 0.087 0.012 0.121
O 11.758 2.648 28.936 -0.135 0.383 0.266
O 9.734 3.239 27.404 0.094 -0.26 0.111
O 5.418 4.396 29.881 0.003 -0.02 0.211
O 14.992 12.678 28.462 0.158 0.019 0.054
O 8.541 7.167 31.755 0.094 -0.199 -0.198
O 8.662 15.192 23.844 0.024 0.146 -0.048
O 15.021 10.74 31.304 -0.012 -0.073 0.204
O 15.043 16.414 23.612 -0.114 0.021 -0.19
O 8.998 4.015 22.761 0.071 0.228 -0.479
O 13.779 4.009 27.893 -0.117 0.218 0.08
O 15.545 2.457 24.45 0.304 0.14 0.083
O 15.485 6.235 28.577 0.181 -0.083 -0.149
O 12.752 6.654 28.967 0.018 0.182 -0.177
O 15.187 13.92 23.23 0.071 0.029 -0.066
O 14.198 15.131 29.261 0.05 0.045 -0.016
O 0.806 14.264 28.96 0.125 -0.222 -0.112
O 12.302 10.407 30.912 0.124 0.154 0.071
O 1.138 2.338 31.299 -0.153 0.114 0.129
O 14.104 1.465 28.746 0.272 0.144 0.16
O 5.442 16.464 29.501 0.158 -0.235 0.197
O 0.734 16.192 30.732 -0.031 -0.269 0.353
O 4.474 12.075 27.493 -0.168 -0.174 0.203
O 5.502 1.279 26.548 -0.082 0.04 0.13
O 2.88 4.128 30.399 -0.016 0.103 -0.161
O 0.33 7.187 26.406 0.184 -0.063 -0.287
O 15.194 13.341 31.004 0.214 0.136 0.017
O 15.973 8.319 31.971 0.025 0.144 0.346
O 8.326 10.986 28.332 -0.114 0.037 0.031
O 5.865 10.2 28.683 -0.052 -0.131 -0.16
O 7.803 4.13 31.204 0.123 0.103 0.17
O 7.419 1.265 28.199 0.047 0.171 -0.037
O 12.846 12.756 29.819 -0.062 0.071 -0.078
O 9.929 12.591 26.888 -0.085 0.074 -0.379
O 5.922 8.04 31.718 0.075 0.532 0.075
O 3.955 6.501 30.78 -0.249 0.231 -0.133
O 7.188 1.616 30.841 0.006 -0.235 0.254
O 7.773 4.304 28.647 -0.296 0 -0.002
O 7.083 11.531 30.661 0.393 0.041 0.207
O 5.751 13.704 31.636 0.068 0.336 -0.26
O 10.89 8.452 31.89 -0.032 -0.111 -0.022
O 7.782 9.018 30.053 0.047 -0.044 0.09
O 11.703 1.76 26.461 0.254 -0.049 0.036
O 12.412 1.494 31.705 -0.106 0.16 0.312
O 15.044 1.275 31.24 -0.049 -0.201 -0.099
O 14.468 6.287 31.031 0.047 -0.198 0.046
O 14.15 6.256 26.41 -0.113 0.085 -0.1
O 1.537 11.798 28.913 0.083 0.087 0.474
O 1.189 9.544 27.38 0.047 -0.101 -0.067

Results
total energy: -108572.684 eV
total energy less fixed offsets of O -438.25, Si -107.07 eV per atom: 5.386 eV
